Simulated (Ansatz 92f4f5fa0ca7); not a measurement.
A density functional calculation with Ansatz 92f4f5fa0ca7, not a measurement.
Periodic cell of 284 atoms, Si144O100H32N8, with a vacuum gap, from a study of silicon, its oxide and their interface. The atomic structure is a simulated model.

Settings
functional: r2SCAN
potential files: Ansatz PAW
basis: plane waves
wave-function cutoff: 800 eV
density cutoff ratio: 5
exchange-correlation grid ratio: 1
k mesh: 1 x 1 x 1, shifted by 0.5 0.5 0 of a step
self-consistency stop: 1e-11 eV per atom in the density residual
occupations: fixed
spin: none
net charge: 0
applied field: sawtooth along c, amplitude +0.015 V/angstrom in the program's sign convention, ramp centred at 0.9896 of c and 0.0209 of c wide, no dipole correction

Cell vectors (angstrom)
a 10.887 0 0
b 0 10.887 0
c 0 0 47.9211

Atoms: element, x, y, z (angstrom)
Si -0.1757 0.2084 34.3749
Si 2.7223 2.1172 34.2433
Si -0.4139 5.7361 34.1737
Si 3.0469 7.72 34.2816
Si 4.9976 0.0629 34.1627
Si 8.2706 2.1697 34.4185
Si 5.1806 5.575 34.255
Si 8.2377 7.9396 33.9854
Si 1.2944 1.2636 35.8362
Si 4.0072 3.8626 35.4152
Si 1.2576 6.759 35.5352
Si 4.1753 9.2897 35.6377
Si 6.5743 1.1835 35.6696
Si 9.4198 4.0124 35.4561
Si 6.7101 6.855 35.5254
Si 9.4857 9.3921 35.4427
Si -0.0767 2.7631 36.9652
Si 2.7506 -0.1633 36.9705
Si 0 8.1703 36.913
Si 2.6268 5.2829 36.8165
Si 5.3948 2.7192 36.9492
Si 8.0778 -0.1686 36.8989
Si 5.5238 8.1208 37.0704
Si 8.0983 5.4169 36.8297
Si 1.3237 4.0509 38.3245
Si 4.0665 1.3081 38.2793
Si 1.3363 9.4813 38.3293
Si 4.0327 6.7045 38.2087
Si 6.7718 4.0933 38.2568
Si 9.442 1.3173 38.2176
Si 6.8348 9.4731 38.4185
Si 9.5035 6.7671 38.2122
Si -0.0278 0.0094 39.6172
Si 2.7104 2.6749 39.6443
Si -0.0174 5.4596 39.6281
Si 2.7209 8.1055 39.6181
Si 5.4461 0.0124 39.6711
Si 8.1343 2.7195 39.5963
Si 5.4201 5.4266 39.6252
Si 8.2075 8.1009 39.6821
Si 1.3406 1.349 41.0052
Si 4.0882 4.0613 40.9833
Si 1.3637 6.7965 40.9949
Si 4.0627 9.5214 40.9802
Si 6.8039 1.3958 40.9979
Si 9.5027 4.0907 40.9623
Si 6.7921 6.7808 41.0069
Si 9.5484 9.5152 40.9981
Si -0.0021 2.761 6.901
Si 2.72 0.0047 6.9632
Si 0.0518 8.1912 6.9402
Si 2.748 5.4486 6.9134
Si 5.483 2.7713 6.9534
Si 8.1802 0.0261 6.8985
Si 5.4461 8.1907 6.9118
Si 8.191 5.4664 6.9585
Si 1.3734 4.1151 8.2529
Si 4.1235 1.4066 8.277
Si 1.3548 9.5433 8.3525
Si 4.0712 6.859 8.2707
Si 6.8314 4.1495 8.3418
Si 9.5396 1.3967 8.2433
Si 6.8263 9.553 8.243
Si 9.5973 6.8435 8.3042
Si -0.0183 0.0796 9.6547
Si 2.7525 2.7973 9.5986
Si 0.1069 5.4993 9.674
Si 2.7123 8.1626 9.7058
Si 5.4842 0.0185 9.6082
Si 8.2414 2.7604 9.6311
Si 5.4814 5.605 9.6472
Si 8.2671 8.2878 9.6019
Si 1.4321 1.3875 10.9391
Si 4.0267 4.2862 10.9225
Si 1.3742 6.8491 11.1862
Si 4.0983 9.5686 10.9623
Si 6.8722 1.3821 10.9338
Si 9.6876 4.0773 10.9713
Si 6.9262 6.9872 10.9537
Si 9.4892 9.6878 11.0834
Si 0.2351 2.7842 12.3648
Si 2.7154 -0.0085 12.3403
Si -0.05 8.3131 12.4359
Si 2.8319 5.5571 12.6087
Si 5.3841 2.7812 12.0111
Si 8.1604 0.2122 12.5632
Si 5.6077 8.4511 12.3271
Si 8.2963 5.4778 12.1793
Si 1.8067 3.7969 13.8695
Si 4.0617 1.5334 13.434
Si 1.2029 9.7834 13.84
Si 4.7619 6.6752 13.5713
Si 6.6939 4.1911 13.2361
Si 9.9756 1.2584 13.6972
Si 6.3657 10.2801 13.9397
Si 9.3001 7.0115 13.633
Si -14.9169 -2.0778 19.6918
Si 6.5364 14.1874 20.4447
Si -3.0518 -5.005 19.7659
Si 11.6956 2.4852 18.2443
Si 6.5255 0.4829 21.642
Si 6.7259 18.8259 15.3836
Si -1.6664 -9.2959 16.6336
Si 2.6135 9.9532 16.5908
Si -3.695 10.3646 17.0509
Si 14.5621 7.6085 22.6085
Si 10.6462 -5.5278 15.7723
Si 3.6683 -11.3911 21.7371
Si 4.1162 15.651 21.9043
Si 0.8263 3.0508 27.2513
Si 8.6362 -3.9003 26.8152
Si 4.1486 -3.0781 18.298
Si 14.0087 12.975 16.1069
Si -0.0219 11.3031 26.0599
Si -3.7257 3.8308 32.404
Si -6.3954 17.7599 28.8585
Si 2.5028 -10.4583 19.1536
Si -8.4967 -2.3852 30.1809
Si 10.8098 -5.4318 18.7416
Si 13.1313 6.4869 20.4287
Si 11.2686 2.3638 30.1681
Si 5.1901 1.7973 18.0521
Si -3.1322 4.4293 27.8088
Si 13.1198 0.3653 24.431
Si 2.2853 -11.4151 32.7351
Si -4.76 -4.8967 17.3265
Si 11.3064 -1.1213 28.5168
Si 3.8876 3.0172 24.4547
Si -4.6389 5.201 30.2553
Si -11.8986 6.0059 29.0949
Si 17.0898 8.4666 27.218
Si 3.0149 15.8234 26.7253
Si 19.7181 5.9554 31.7442
Si -13.9974 14.7731 15.962
Si -4.0122 -0.9979 31.8168
Si -4.7729 11.66 24.5332
Si 1.4413 4.1154 32.233
Si 15.8392 -12.0342 29.3864
Si 11.2038 5.7061 26.6045
Si 8.0409 -9.4915 26.9502
Si -12.7838 22.1243 29.8307
Si 2.5688 -10.5093 29.883
Si 14.4681 6.1467 31.6509
Si 15.0226 9.2744 25.0906
O -5.7056 -11.4404 24.4519
O 0.75 -0.0654 33.0418
O -8.6028 -18.0668 27.5044
O 0.6384 5.2434 33.0345
N 4.0512 6.5845 33.303
O 5.7845 9.3872 30.7344
O 0.4322 3.6898 31.0588
O 7.605 -2.1901 32.6543
O 11.5063 0.1758 24.5866
O 5.956 -3.661 28.2299
O 6.3255 4.8686 33.323
N 9.2438 6.6942 33.2784
O 0.8925 4.3884 15.1208
N 3.0013 2.6016 14.4683
O -4.8588 -1.0969 28.1515
O -3.5042 -7.5075 14.4792
O 0.0946 10.9359 14.1583
O 3.695 8.8874 17.167
O 13.6025 -0.4972 20.4394
O 1.7856 9.3137 15.3296
O 10.3989 6.5985 14.7766
O 7.0327 11.4425 23.1994
O 20.2588 11.8991 26.1059
O 25.33 -13.6846 24.1412
O 0.2995 3.8896 18.8263
O 3.2131 11.3426 16.0087
O 7.5081 9.3858 18.3135
O 6.5731 -5.2273 18.8125
O -8.1664 -8.9839 24.6366
O -2.2136 4.3794 32.1403
O 1.4705 -9.2477 19.4518
O -6.3246 6.2459 22.469
O 6.4765 -6.1715 16.426
O 16.2267 8.4151 19.227
O 5.2539 0.5955 14.1524
O 20.9517 17.6191 26.0223
O 2.8566 15.5832 31.7223
N -4.225 -1.2586 15.5618
O 7.6359 -2.6573 26.4606
O 5.3245 3.9143 21.3049
O 3.7589 5.9014 27.7811
O -0.9021 23.2167 30.5227
O -2.9539 7.6085 14.3351
O -9.28 10.8657 28.6492
O 6.4435 4.6949 28.7211
O 8.6295 10.9999 16.6813
O 4.892 0.5471 21.6264
O 3.9359 4.1726 25.6219
O -18.8756 -0.6581 25.5358
O -2.692 11.7413 28.488
O 0.2653 -4.986 17.2149
O 18.5026 18.3362 20.269
O 5.9321 13.7822 18.9804
O -16.4906 23.9511 24.4115
O 4.5951 6.4678 17.4822
O -0.0505 -6.7672 26.371
O -3.804 1.8701 21.0017
O 12.7233 -22.2248 17.9431
O 8.0347 13.5395 16.9693
O 5.6191 -5.5868 13.7478
O 3.013 5.0762 20.741
O 10.4172 1.6989 17.679
O 11.6469 -4.6622 19.8817
O -1.7131 4.7057 15.9533
O -8.9861 1.7505 30.406
O 7.4169 6.1885 30.9112
O 15.0286 0.2886 29.4374
O 1.9042 2.6023 17.045
O 7.3584 -8.4818 33.0687
O 6.873 0.7938 25.9762
O 6.943 10.0124 20.8149
O 4.9484 -2.4177 26.212
O 7.7766 13.8751 27.0978
O 20.1524 16.6775 19.0374
O 9.9675 10.0309 29.3779
O 7.6993 -6.4208 20.6045
O 11.8272 1.5993 26.5968
O -9.1326 2.8317 33.1445
O 3.9557 -9.8313 18.8068
O 2.9619 18.2639 19.289
O -1.1944 1.9698 15.1366
O 3.5493 3.8438 23.104
O 11.2499 5.8784 28.2429
N 2.4154 10.0201 31.0493
O 0.1158 2.7883 28.6544
O 0.0329 9.9188 26.9414
O 15.4159 2.5602 16.7756
O 17.0549 0.6145 17.5584
O 2.6931 10.7545 22.9672
O -8.4628 8.8677 33.3203
O -0.8704 -4.6183 30.6752
O 1.0804 -13.3407 29.1835
O -2.9211 -0.1278 30.9891
O 4.3224 8.9024 21.8748
O 9.0045 -6.2384 28.8333
O 7.8313 16.4676 26.6604
O 1.8321 -5.0179 26.045
O 24.0335 18.1797 21.8521
O 17.1847 -7.1081 31.051
O -1.3811 1.2212 33.9179
N -17.0155 -15.7264 30.3702
O -5.6622 7.3973 14.9892
O 7.059 7.2018 16.777
N 3.427 0.6451 33.4985
O 6.0168 10.7077 32.9098
O 2.4415 7.1985 31.1338
N 3.8087 8.4363 29.1903
O 9.0469 7.2175 28.3766
H 2.1729 0.5379 41.9376
H 0.5397 2.1912 41.9376
H 4.9414 3.2722 41.9158
H 3.2807 4.8972 41.9158
H 2.1964 5.9857 41.9273
H 0.5674 7.643 41.9273
H 4.9003 8.7157 41.9127
H 3.2493 10.3515 41.9127
H 5.9989 2.2341 41.9304
H 7.6277 0.576 41.9304
H 10.3402 3.285 41.8947
H 8.7007 4.9319 41.8947
H 5.9895 7.6214 41.9393
H 7.6391 5.985 41.9393
H 10.39 8.7138 41.9305
H 8.7355 10.3458 41.9305
H -0.8396 3.5667 5.9685
H 0.7988 1.9188 5.9685
H 3.5334 -0.8254 6.0308
H 1.8877 0.8158 6.0308
H 0.8481 7.3446 6.0078
H -0.7898 8.9926 6.0078
H 3.5554 4.6128 5.9809
H 1.9153 6.2594 5.9809
H 6.288 1.933 6.021
H 4.6297 3.5604 6.021
H 8.9931 -0.8045 5.966
H 7.3564 0.8459 5.966
H 4.6085 8.9964 5.9794
H 6.2486 7.3501 5.9794
H 7.344 6.2622 6.0261
H 8.993 4.6253 6.0261

Results
free energy: -152735.193 eV
free energy less fixed offsets of H -15.71, N -386.36, O -570.45, Si -639.56 eV per atom: 0.047 eV

Forces (eV/angstrom), in the order of the atoms: element, x, y, z
Si 0.0059 -0.0041 0.0184
Si -0.005 0.0023 0.0227
Si 0.0086 -0.0022 0.0266
Si -0.0175 0.0095 0.0164
Si -0.0061 -0.0073 0.0267
Si -0.0022 0.0088 0.0141
Si 0.0108 -0.0084 0.0187
Si 0.0045 -0.0002 0.027
Si -0.0033 -0.0004 -0.0201
Si -0.0045 0.0054 -0.0174
Si 0.0003 -0.0009 -0.0233
Si -0.001 -0.0094 -0.0202
Si 0.0071 -0.0029 -0.0079
Si -0.0025 -0.0059 -0.0166
Si -0.0118 -0.004 -0.0195
Si 0 0.0046 -0.0193
Si 0.019 0.0117 0.005
Si -0.0004 0.0059 0.0054
Si 0.0012 0.0026 0.0073
Si -0.0082 -0.0076 0.0118
Si -0.0009 0.0002 0.0094
Si -0.0135 -0.0146 0.01
Si 0.0104 0.0159 0.0037
Si 0.0067 -0.0003 0.0123
Si -0.0025 -0.0049 0.0005
Si -0.0153 -0.0122 0.0217
Si -0.0183 -0.0113 0.017
Si -0.014 -0.0016 0.0235
Si -0.0107 -0.0118 0.0236
Si 0.0053 -0.0051 0.0249
Si -0.011 0.0057 0.0049
Si 0.0008 0.0074 0.0287
Si -0.0045 0.0123 0.1862
Si -0.0347 0.0545 0.1707
Si 0.0296 -0.0429 0.1686
Si 0.0216 0.0103 0.1855
Si 0.0563 -0.051 0.1706
Si 0.0362 -0.0011 0.1852
Si -0.0196 0.0211 0.2004
Si -0.0023 0.0044 0.1827
Si -0.0659 0.0621 0.2891
Si -0.0582 -0.0487 0.2866
Si -0.0322 -0.0591 0.3685
Si 0.1204 -0.1331 0.2329
Si -0.0481 -0.0954 0.4009
Si 0.1067 -0.0488 0.1963
Si 0.0393 0.0153 0.2908
Si -0.0005 -0.0572 0.3457
Si 0.0098 -0.0036 -0.3803
Si 0.0585 0.1424 -0.0629
Si -0.0882 -0.0852 -0.3302
Si -0.0007 0.0692 -0.3565
Si -0.0094 -0.0248 -0.2703
Si -0.0615 0.0485 -0.4119
Si -0.0618 0.0401 -0.3696
Si 0.0587 0.163 -0.1373
Si 0.0015 0.0087 -0.1914
Si -0.0225 -0.0023 -0.1464
Si 0.0022 0.0297 -0.1866
Si -0.0056 0.0026 -0.1825
Si -0.0291 0.0062 -0.1749
Si -0.0084 -0.0001 -0.2036
Si 0.0183 -0.0137 -0.1934
Si -0.0108 -0.016 -0.1555
Si -0.0097 -0.0017 -0.0312
Si 0.0306 0.007 -0.0059
Si -0.0117 0.0105 -0.0225
Si 0.019 -0.0028 -0.0205
Si 0.005 0.023 -0.0114
Si 0.0231 0.0148 -0.0175
Si -0.0007 0.0021 -0.0174
Si 0.0036 -0.0031 -0.0056
Si 0.0025 0.0196 -0.0045
Si -0.0072 -0.0061 -0.0081
Si 0.0018 -0.0132 -0.0083
Si 0.009 0.0006 -0.012
Si -0.0031 -0.0048 -0.0094
Si 0.0005 -0.0002 -0.0121
Si -0.0024 0.0068 -0.0045
Si -0.0146 -0.0029 -0.0046
Si 0.0007 -0.0054 0.0208
Si -0.0014 0.0057 0.009
Si -0.0047 0.0039 0.0135
Si 0.0114 0.0002 0.0151
Si 0 0.0064 0.0122
Si 0.011 0.0059 0.0103
Si -0.0018 -0.0154 0.0132
Si -0.0064 0.002 0.0125
Si -0.0087 0.0006 0.0081
Si 0.0026 0.0055 0.0154
Si -0.0054 0.0021 0.0212
Si 0.0093 -0.0021 0.0124
Si 0 -0.0046 0.0186
Si -0.0031 0.011 0.0123
Si 0.0005 -0.0041 0.0184
Si -0.0045 -0.0062 0.0157
Si -0.0015 0.0085 0.062
Si -0.0058 -0.0012 0.0562
Si 0.0015 -0.0042 0.0412
Si 0.0023 0.0038 0.0433
Si -0.0014 0.0047 0.0592
Si 0.0023 -0.0092 0.0307
Si -0.0006 -0.0012 0.0364
Si 0.0097 0.0002 0.057
Si 0.0008 0.0051 0.0553
Si 0.0041 0.0061 0.0559
Si -0.0036 0 0.0438
Si 0.001 0.0009 0.0598
Si -0.0075 -0.0035 0.0552
Si -0.0073 0.0017 0.0389
Si 0 -0.0034 0.0281
Si -0.0067 -0.0069 0.0539
Si 0.0025 0 0.0491
Si -0.007 -0.0019 0.0446
Si 0.0005 -0.0014 0.0351
Si 0.0006 0.0021 0.0428
Si 0.0067 -0.011 0.0564
Si -0.0016 0.0018 0.0315
Si 0.0005 0.008 0.0506
Si 0.0111 -0.0027 0.0554
Si 0.0049 0.0033 0.0305
Si -0.0002 0.0057 0.0484
Si -0.0029 0.0074 0.0328
Si -0.0177 0.0021 0.0518
Si -0.0016 -0.0019 0.0425
Si -0.0083 -0.0053 0.0484
Si 0.0051 -0.002 0.0384
Si 0.0002 0.0021 0.0594
Si 0.004 -0.0022 0.0329
Si 0.0016 0.0019 0.0481
Si 0.0039 0.0003 0.0362
Si -0.0053 0.0116 0.0425
Si 0.0005 -0.0021 0.0403
Si -0.0038 0.0029 0.0339
Si -0.0019 0.0004 0.0415
Si 0.0005 0.001 0.0593
Si 0.0011 0.002 0.0389
Si -0.0053 0.0008 0.0319
Si -0.0054 0.0007 0.0429
Si 0.0099 0.0072 0.0474
Si -0.0004 -0.0019 0.042
Si 0.0005 -0.0029 0.0262
Si -0.0033 -0.0032 0.0368
Si 0.0097 -0.0026 0.0529
O 0.0013 0.0055 -0.025
O 0.0077 -0.0047 -0.0184
O 0.0041 0.0029 -0.0108
O 0.0045 -0.0089 -0.0184
N 0.0015 -0.0013 -0.0132
O -0.0064 0.0008 -0.0181
O -0.0041 -0.0081 -0.0239
O -0.0062 0.0066 -0.0125
O 0.0117 -0.0026 -0.026
O 0.0053 0.0064 -0.0213
O 0.0088 -0.0048 -0.0162
N -0.0009 0.0011 -0.0199
O 0.012 -0.0074 -0.0214
N 0.0042 0.0014 -0.029
O 0.0048 -0.0052 -0.0158
O -0.0057 0.0011 -0.0277
O 0.0065 -0.0063 -0.0131
O -0.009 0.0133 -0.0325
O -0.0136 0.009 -0.0464
O -0.0116 0 -0.0439
O -0.0057 0.0086 -0.0242
O 0.0001 -0.0041 -0.041
O 0.0025 -0.0013 -0.015
O -0.0048 -0.0135 -0.035
O 0.0007 -0.0065 -0.0179
O -0.0018 0.0049 -0.0303
O 0.0003 0.0093 -0.0395
O -0.0073 0.0015 -0.0304
O 0.0051 -0.0013 -0.0211
O 0.0002 0.0049 -0.0138
O -0.0051 0.0062 -0.0283
O -0.0002 -0.006 -0.0248
O 0.0073 -0.0052 -0.0185
O -0.0064 -0.0041 -0.0263
O -0.0058 -0.0018 -0.0175
O 0.0036 0.0009 -0.0126
O 0.0022 0.0037 -0.0174
N -0.0056 0.0007 -0.0511
O -0.0002 0.0021 -0.0125
O 0.016 -0.0088 -0.0323
O -0.0089 -0.0123 -0.0204
O -0.0023 -0.0011 -0.0189
O 0.0158 -0.0023 -0.0123
O -0.0062 -0.0013 -0.0168
O 0.0067 -0.0035 -0.0197
O 0.0017 -0.0004 -0.0177
O 0.0052 0.0012 -0.0144
O 0.0063 -0.0141 -0.0296
O 0.0017 0.0014 -0.0222
O -0.0053 0.004 -0.0269
O -0.0025 -0.0032 -0.0357
O -0.0007 -0.0025 -0.0191
O -0.0113 -0.011 -0.0347
O -0.0001 0 -0.0153
O 0.0069 -0.0064 -0.0163
O 0.0016 0.0007 -0.0118
O -0.0009 0.0108 -0.0276
O -0.0018 -0.0069 -0.0359
O 0.0015 0.0012 -0.0138
O 0.0012 0.0061 -0.0177
O -0.0114 0.0054 -0.0196
O -0.0129 -0.0028 -0.0252
O -0.0131 -0.0058 -0.0247
O 0.0021 0.0027 -0.0151
O -0.0014 -0.0013 -0.0223
O -0.0057 -0.0018 -0.0129
O 0.0021 -0.0008 -0.016
O 0.0105 -0.0036 -0.0309
O -0.0026 0.0066 -0.0187
O -0.0144 -0.004 -0.0323
O 0.003 -0.0176 -0.0313
O -0.016 0.006 -0.0342
O -0.0006 -0.0087 -0.0136
O 0.0077 -0.0024 -0.017
O 0.0052 0 -0.0174
O 0.0033 0.0101 -0.0255
O 0.0009 -0.0084 -0.019
O -0.0061 0.0097 -0.0136
O 0.0052 0.0043 -0.0237
O 0.0124 0.0073 -0.0327
O 0.0061 -0.0055 -0.0351
O 0.0015 0.0143 -0.0404
O 0.0037 -0.004 -0.0204
N 0.0011 -0.0033 -0.0285
O 0.0031 0.0071 -0.029
O -0.0009 0.0089 -0.0265
O -0.0124 0.0031 -0.0314
O 0.0083 -0.0097 -0.0271
O 0.0123 -0.0109 -0.0353
O 0.002 0.0148 -0.02
O 0.0041 -0.0028 -0.0172
O -0.0075 0.002 -0.0143
O 0.0088 0.0072 -0.0232
O 0.0002 0.0052 -0.0359
O -0.002 -0.0021 -0.0116
O 0.0013 0.0051 -0.0153
O 0.0045 0.0001 -0.0145
O -0.0097 -0.0092 -0.0264
O -0.0023 0.0073 -0.0243
O -0.0012 0.0041 -0.002
N 0.0022 0.0054 -0.0208
O -0.0128 -0.0014 -0.0356
O 0.0006 0.01 -0.0271
N 0.0028 0.0051 -0.0169
O 0.0077 -0.0063 -0.0201
O -0.0007 0.0078 -0.0112
N 0.007 -0.0039 -0.0079
O -0.0024 0.0014 -0.0124
H -0.3744 0.2341 -0.2711
H 0.2537 -0.3027 -0.26
H -0.4032 0.2901 -0.2633
H 0.2369 -0.3129 -0.2852
H -0.3644 0.2023 -0.2629
H 0.3096 -0.3128 -0.2684
H -0.3077 0.2652 -0.2537
H 0.2151 -0.3807 -0.3021
H 0.3496 -0.3597 -0.2456
H -0.2102 0.2686 -0.2825
H -0.3096 0.2405 -0.2815
H 0.2546 -0.385 -0.2886
H 0.2593 -0.273 -0.2903
H -0.4661 0.1981 -0.2203
H -0.2652 0.3845 -0.244
H 0.1817 -0.3012 -0.2825
H 0.3539 -0.3264 0.2223
H -0.1881 0.337 0.2424
H -0.3128 0.2929 0.2982
H 0.2449 -0.2803 0.2974
H -0.2044 0.3892 0.2708
H 0.2953 -0.2344 0.2825
H -0.2684 0.3671 0.2529
H 0.3267 -0.2758 0.2339
H -0.1898 0.3811 0.2914
H 0.3998 -0.2306 0.2733
H -0.2531 0.2816 0.26
H 0.3323 -0.2855 0.2132
H 0.4005 -0.2392 0.2091
H -0.3025 0.2413 0.2558
H 0.3411 -0.1932 0.2847
H -0.2984 0.3492 0.2956

The program warned: the cutoff lies below the one the program advises for these potential files; the forces do not sum to zero within the program's tolerance; empty levels may hold ghost states of the PAW files; the exchange-correlation potential is rough where the density is thin.
